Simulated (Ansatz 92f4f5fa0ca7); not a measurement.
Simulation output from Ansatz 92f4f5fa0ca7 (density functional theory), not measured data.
Periodic cell of 252 atoms, Si144O100N8, from a study of silicon, its oxide and their interface. The atomic structure is a simulated model.
Doubt: the cutoff is far below the 930 eV that the study's wrapper takes by default for these files, so forces and energies are approximate.

Settings
functional: PBE
potential files: Ansatz PAW
basis: plane waves
wave-function cutoff: 580 eV
density cutoff ratio: 5
exchange-correlation grid ratio: 1
k mesh: 1 x 1 x 1, Gamma-centred
self-consistency stop: 5e-08 eV per atom in the density residual
occupations: fixed
spin: none
net charge: 0

Cell vectors (angstrom)
a, 10.938, 0, 0
b, 0, 10.938, 0
c, -0.5492, 4.6506, 35.3888

Atoms: element, x, y, z (angstrom)
Si, 1.0673, 3.2025, 28.1701
Si, 3.7129, 5.8975, 27.927
Si, 0.4316, 9.148, 27.985
Si, 3.1628, 0.9573, 27.7974
Si, -4.9371, 3.7215, 27.6199
Si, -2.1422, 6.2725, 27.8221
Si, 6.7156, 8.6297, 27.862
Si, -1.8412, 0.3294, 27.9802
Si, 2.3025, 4.7138, 29.4192
Si, 4.9498, 7.5124, 29.1225
Si, 2.1266, -0.6778, 29.2038
Si, 4.9491, 1.9821, 29.0196
Si, -3.3571, 4.7179, 29.1392
Si, -0.5884, 7.4151, 29.243
Si, 7.7167, 10.0757, 29.4118
Si, -0.6288, 1.9653, 29.2399
Si, 0.8099, 6.0495, 30.6146
Si, 3.5356, 8.8159, 30.533
Si, 0.7641, 0.6037, 30.6208
Si, 3.6339, 3.2471, 30.6205
Si, 6.2514, 6.0792, 30.5648
Si, 9.0448, 8.7157, 30.6993
Si, 6.2588, 11.5147, 30.5474
Si, -1.987, 3.3306, 30.5664
Si, -0.5492, 4.6506, 31.9705
Si, 2.1853, 7.3851, 31.9705
Si, -0.5492, 10.1196, 31.9705
Si, 2.1853, 1.9161, 31.9705
Si, 4.9198, 4.6506, 31.9705
Si, 7.6543, 7.3851, 31.9705
Si, 4.9198, 10.1196, 31.9705
Si, 7.6543, 1.9161, 31.9705
Si, 1.3673, -1.3673, 3.418
Si, 4.1018, 1.3673, 3.418
Si, 1.3673, 4.1018, 3.418
Si, 4.1018, -4.1018, 3.418
Si, 6.8362, -1.3673, 3.418
Si, -1.3673, 1.3673, 3.418
Si, 6.8362, 4.1018, 3.418
Si, -1.3673, 6.8362, 3.418
Si, 2.8382, -0.1162, 4.6195
Si, 5.4732, 2.7151, 4.7945
Si, 2.7611, 5.473, 4.8399
Si, 5.4644, -2.7932, 4.8979
Si, -2.7539, 0.0139, 4.7881
Si, -0.0287, 2.7232, 4.8184
Si, 8.2173, 5.4599, 4.7416
Si, 0.0941, -2.8222, 4.7568
Si, 1.4382, 1.1579, 5.8556
Si, 4.1569, 4.1109, 6.1971
Si, 1.4037, -4.2075, 6.3215
Si, 3.9547, -1.4076, 6.1861
Si, -4.1835, 1.303, 6.2384
Si, -1.4923, 4.1631, 6.2216
Si, 6.8843, -4.2862, 6.209
Si, -1.3551, -1.4406, 5.9554
Si, 0.4332, -0.6029, 7.2649
Si, 2.7961, 2.4796, 7.2091
Si, -0.3864, -5.2035, 7.7699
Si, 2.5293, -2.6058, 7.8677
Si, 4.9738, 0.2558, 7.5504
Si, -3.0268, 2.9096, 7.5599
Si, 5.8979, 4.9746, 7.7573
Si, -2.5189, -2.9075, 7.3358
Si, 0.8181, 3.2834, 33.3378
Si, 3.5526, 6.0179, 33.3378
Si, 0.8181, 8.7524, 33.3378
Si, 3.5526, 11.4869, 33.3378
Si, 6.2871, 3.2834, 33.3378
Si, -1.9164, 6.0179, 33.3378
Si, 6.2871, 8.7524, 33.3378
Si, -1.9164, 0.5489, 33.3378
Si, 2.1853, 4.6506, 34.705
Si, 4.9198, 7.3851, 34.705
Si, 2.1853, 10.1196, 34.705
Si, 4.9198, 1.9161, 34.705
Si, -3.2837, 4.6506, 34.705
Si, -0.5492, 7.3851, 34.705
Si, -3.2837, -0.8184, 34.705
Si, -0.5492, 1.9161, 34.705
Si, 1.3673, 1.3673, 0.6835
Si, 4.1018, 4.1018, 0.6835
Si, 1.3673, 6.8362, 0.6835
Si, 4.1018, -1.3673, 0.6835
Si, 6.8362, 1.3673, 0.6835
Si, -1.3673, 4.1018, 0.6835
Si, 6.8362, -4.1018, 0.6835
Si, -1.3673, -1.3673, 0.6835
Si, 0, 0, 2.0507
Si, 2.7345, 2.7345, 2.0507
Si, 0, 5.469, 2.0507
Si, 2.7345, -2.7345, 2.0507
Si, 5.469, 0, 2.0507
Si, 8.2035, 2.7345, 2.0507
Si, 5.469, 5.469, 2.0507
Si, 8.2035, -2.7345, 2.0507
Si, -0.3071, -4.9916, 10.8539
Si, -5.4181, 1.7181, 12.4212
Si, 3.0208, 5.3155, 22.078
Si, 3.522, 7.9683, 20.6463
Si, 1.8088, 7.3315, 25.7598
Si, -1.0881, 10.4507, 15.6958
Si, 0.7783, 4.202, 18.3514
Si, 4.4822, 2.7456, 22.7295
Si, 3.5902, 6.0003, 12.8586
Si, 6.3897, 7.3184, 20.9202
Si, 1.6067, 4.2789, 9.4306
Si, 8.7171, -2.1319, 18.0875
Si, -1.2074, 2.4272, 17.0388
Si, 3.4654, 9.1535, 17.8066
Si, 3.5631, 14.889, 17.3971
Si, -3.0947, 3.3159, 19.1574
Si, 7.7534, -1.2881, 9.7989
Si, 11.1835, 4.8141, 21.2857
Si, 3.5151, 8.7963, 23.573
Si, 8.2745, 0.7368, 13.5081
Si, -4.0147, 3.5283, 10.4448
Si, 8.2173, 3.6576, 14.8261
Si, -1.2401, 16.8939, 19.197
Si, 1.0395, 1.4849, 9.3736
Si, 5.3373, -4.4154, 23.6387
Si, -0.1856, 5.0152, 25.8272
Si, 6.152, 7.7638, 16.865
Si, 4.7038, -1.6684, 10.0943
Si, -1.8541, 1.6159, 9.9727
Si, -7.3944, 8.8625, 12.9838
Si, 3.9223, 6.3392, 9.6793
Si, -4.2528, 4.139, 24.5904
Si, -0.4073, -2.6572, 9.3584
Si, 2.8442, 0.2651, 11.4895
Si, -10.7944, 1.4023, 12.1924
Si, -2.8028, 9.8651, 20.7321
Si, 3.8358, 12.0128, 16.9415
Si, 1.4276, 4.076, 12.4048
Si, -2.3148, -10.4757, 23.223
Si, 7.9059, 5.6357, 12.3445
Si, 5.9645, 7.3627, 13.8263
Si, 4.2414, 11.5656, 24.8326
Si, 5.8889, 16.2678, 18.4959
Si, 7.1313, -0.1022, 25.7159
Si, 6.6313, 12.3173, 21.2968
Si, 1.9887, -0.7429, 15.4573
Si, 5.3634, 2.9758, 15.2747
Si, 9.618, 14.2499, 23.5434
O, -2.5893, 2.8183, 10.8156
O, -4.4568, 7.8215, 15.2829
O, 2.735, -5.532, 9.0426
N, 6.8729, 3.7997, 8.6718
O, -0.3241, 3.8752, 24.6857
O, 9.0723, -0.5098, 21.9718
O, 9.0487, 2.1026, 8.4183
O, 5.6753, 14.5073, 23.4488
O, 2.3569, 8.138, 24.4735
O, 8.7306, 15.5897, 19.4226
O, 3.7511, 1.9373, 23.9593
O, -3.4805, 13.4932, 20.5352
O, 7.7254, 7.4354, 27.3166
N, -0.206, 1.7187, 10.5396
N, -1.2819, -3.7419, 8.2587
O, -3.4047, -1.8049, 8.2461
O, 4.0883, 1.6225, 7.8141
O, -1.6437, -1.8592, 10.1099
O, -0.6903, -0.7079, 27.3412
O, 4.7439, 4.7631, 27.2989
O, 6.4864, 9.5356, 26.478
O, -2.3436, 10.4845, 14.6057
O, 4.0839, 10.6844, 17.8729
O, -1.5991, 5.6325, 26.3823
O, -1.0223, 0.993, 16.3423
O, 2.037, 2.1181, 27.3742
O, 6.2762, 17.4389, 22.3141
O, -0.1583, 5.5047, 18.0743
O, 6.7743, 3.7403, 15.5832
O, 7.6699, 8.3181, 21.0154
O, 4.9384, 6.0616, 13.8002
O, 0.1524, 0.5494, 8.3823
O, 3.0013, 6.6063, 26.6122
O, -0.5365, 6.1356, 20.6786
O, 5.329, 5.8309, 9.0282
O, 8.208, 10.4791, 24.5095
O, -1.5494, 3.6403, 15.9677
O, 2.5529, 0.726, 15.954
O, 0.7472, 6.2132, 25.2604
O, 8.9625, 9.8528, 19.324
O, 2.9893, 8.6754, 22.0202
N, 1.631, 2.8714, 8.4783
O, 4.0122, 6.0218, 11.2775
O, -1.8617, 6.0527, 11.2919
O, -4.4622, 14.7601, 18.466
O, 8.5474, 2.2625, 18.1495
O, 1.4256, 0.3805, 12.345
O, -6.0308, -0.3933, 9.085
O, -2.6672, 2.2044, 14.146
N, 3.7757, -2.9425, 9.2214
O, -2.7836, 3.9221, 23.9207
O, -4.7323, 5.7168, 24.7588
O, 3.2879, 17.2781, 20.8095
O, 6.3917, 17.078, 19.8105
O, 4.9638, 8.0828, 23.941
N, 0.0519, 5.0452, 9.3834
O, 0.5017, 4.284, 27.0902
O, -5.8172, 8.2797, 20.6024
O, 3.5538, 2.3791, 17.8983
O, 3.8536, 5.8533, 23.3774
O, -1.2766, 0.7181, 12.6206
O, 0.9588, 4.0608, 19.9947
O, 2.3852, 0.7736, 10.0002
O, 6.4121, -4.7333, 17.2376
O, 8.4171, 4.7868, 13.6593
O, -5.1638, 2.4958, 10.9949
O, 6.8389, 10.8719, 20.5595
O, 12.3502, 16.2199, 22.3299
O, -4.1166, 4.8423, 11.4107
O, 3.5469, 0.4165, 26.2806
O, 4.2963, 5.0368, 18.3782
O, 6.619, 3.4512, 26.0763
O, 6.7825, 0.654, 12.767
O, 11.3399, 10.1904, 15.0515
O, 4.1903, 3.9536, 15.8778
O, 4.0185, 12.0647, 12.2317
O, 1.0733, 8.4596, 26.654
O, 12.9913, 4.499, 17.4138
O, 5.0676, 1.7509, 21.5562
O, 1.9826, 14.6076, 10.921
O, -1.88, 7.3094, 18.6213
O, -0.7944, 3.8315, 22.0824
O, 13.6252, 4.688, 13.2632
O, 5.8556, 0.6923, 25.0876
N, 0.9145, -1.9066, 8.3836
O, 2.2377, -1.7782, 16.7165
O, -1.3507, 9.2855, 16.8023
O, -1.2463, 1.6601, 23.5675
O, 14.4449, 14.7005, 21.8967
O, 0.3241, -3.4979, 10.5612
O, 11.0934, 2.801, 17.8203
O, 5.3479, 2.7694, 13.6585
O, 0.6194, 2.7772, 13.0099
O, -4.5959, -1.862, 10.5336
O, 5.1372, 8.6328, 13.2504
O, 7.2786, 1.2614, 22.7784
O, 7.1363, -2.1576, 17.6709
N, 3.5629, -1.306, 11.4222
O, 4.6218, 8.1532, 17.2455
O, 0.4077, 5.319, 12.1741
O, -2.889, 0.3119, 10.0385
O, 2.8822, 9.7776, 14.1514
O, -2.9215, 0.7935, 26.7825
O, 2.7691, 7.4121, 13.0638
O, 3.7679, 10.35, 23.8764
O, 5.1426, 1.5011, 16.0057
O, -3.6881, 7.019, 12.8948
O, 2.9131, 19.5432, 19.2653

Results
free energy: -151497.782 eV
free energy less fixed offsets of N -385.13, O -568.88, Si -635.61 eV per atom: -0.902 eV

Forces (eV/angstrom), in the order of the atoms: element, x, y, z
Si, -0.0238, 0.0613, -0.2302
Si, 0.0032, 0.1488, -0.2809
Si, -0.074, 0.0511, -0.3309
Si, -0.1207, 0.0859, -0.4294
Si, -0.0049, 0.0111, -0.1665
Si, -0.0627, 0.0842, -0.0944
Si, -0.0663, 0.0158, -0.2198
Si, 0.1291, 0.0094, -0.1638
Si, -0.0721, -0.0886, -0.1088
Si, 0.1417, -0.0385, -0.1683
Si, 0.0004, -0.0885, -0.1208
Si, 0.0195, 0.0175, -0.0958
Si, 0.0836, -0.0108, -0.137
Si, 0.0604, -0.021, -0.1918
Si, -0.0996, 0.0492, -0.14
Si, 0.0682, -0.0498, -0.2326
Si, -0.0765, 0.0382, 0.0625
Si, -0.1625, -0.0331, 0.0207
Si, -0.0876, 0.0462, 0.0659
Si, 0.1459, -0.0201, 0.0625
Si, -0.0612, 0.0339, 0.0117
Si, 0.0747, -0.1307, 0.068
Si, -0.1123, 0.1184, 0.042
Si, -0.0847, 0.137, 0.0254
Si, -0.252, 0.0903, -0.2268
Si, 0.0931, 0.3922, -0.234
Si, 0.24, 0.0468, 0.4151
Si, 0.0823, 0.0618, 0.0342
Si, 0.3346, 0.1079, 0.0653
Si, -0.2262, -0.3138, 0.372
Si, -0.1681, 0.2648, -0.3532
Si, -0.2858, 0.133, -0.289
Si, 0.033, -0.6411, -0.8024
Si, 0.5806, 0.1748, -0.6271
Si, 0.1025, -0.0116, 0.4884
Si, -0.02, 0.1135, 0.332
Si, -0.2257, -0.1791, 0.4773
Si, -0.3031, 0.2283, 0.0173
Si, 0.0334, -0.2325, -0.1311
Si, 0.2545, -0.1089, -0.2737
Si, -0.0418, 0.1499, -0.068
Si, -0.0695, -0.1046, 0.1051
Si, 0.0451, -0.0565, -0.0213
Si, -0.0037, -0.0412, -0.0061
Si, -0.0653, 0.1813, 0.0171
Si, -0.1301, 0.1137, 0.1799
Si, 0.0505, 0.0249, -0.2187
Si, 0.1304, -0.0377, 0.2994
Si, 0.0166, -0.322, 0.3143
Si, 0.024, 0.0179, 0.2368
Si, 0.0281, 0.0509, 0.6939
Si, -0.0821, 0.0186, 0.7258
Si, 0.0203, -0.0303, 0.2734
Si, 0.2697, -0.0109, 0.3224
Si, -0.1431, -0.0948, 0.4454
Si, 0.1437, 0.0107, 0.3648
Si, -0.3423, 0.1986, -0.3854
Si, -0.0297, -0.0263, 0.0918
Si, 0.0207, 0.0589, -0.213
Si, -0.011, -0.1437, -0.1177
Si, -0.1575, -0.1805, -0.122
Si, 0.3997, -0.4169, -0.4979
Si, -0.4501, 0.3347, -0.1658
Si, -0.3253, 0.3378, -0.3588
Si, 0.098, 0.0446, -0.0485
Si, 0.0039, -0.024, -0.0716
Si, 0.1414, 0.1116, 0.0346
Si, -0.053, -0.0861, 0.013
Si, 0.1252, 0.1045, 0.0337
Si, -0.064, -0.0805, 0.0322
Si, 0.0694, -0.0554, -0.0359
Si, 0.0024, -0.0548, -0.0533
Si, -0.0476, 0.0439, 0.0043
Si, -0.0516, -0.0119, 0.0021
Si, -0.0419, -0.0311, -0.0039
Si, -0.0376, 0.0882, -0.0421
Si, 0.0534, -0.0127, -0.0112
Si, -0.0338, -0.0108, -0.048
Si, -0.0074, 0.047, -0.0033
Si, -0.0193, -0.0185, 0.0034
Si, 0.0226, 0.0049, 0.0221
Si, -0.0425, 0.0508, 0.0165
Si, 0.1607, -0.0932, 0.0113
Si, -0.0015, -0.0422, 0.0113
Si, 0.1303, -0.1171, -0.006
Si, 0.0173, -0.044, 0.006
Si, 0.015, -0.0464, 0.0218
Si, -0.084, 0.1206, 0.013
Si, -0.0033, -0.0722, 0.0645
Si, -0.0397, -0.0892, 0.0326
Si, -0.126, 0.0356, -0.022
Si, -0.1252, 0.0682, -0.0941
Si, -0.0507, 0.1299, -0.0798
Si, -0.0499, -0.0073, -0.0422
Si, -0.0216, -0.0573, 0.0512
Si, 0.0573, 0.0061, 0.0509
Si, -0.0646, -0.0769, 0.0491
Si, 0.0995, 0.1175, -0.092
Si, 0.1026, -0.0782, 0.0941
Si, 0.0487, 0.0217, 0.2655
Si, 0.1442, 0.1462, 0.0121
Si, -0.0749, 0.0596, -0.1188
Si, -0.0164, 0.01, 0.1973
Si, -0.1044, 0.0144, -0.0044
Si, -0.0956, 0.1115, 0.1103
Si, -0.1491, 0.054, 0.2312
Si, 0.11, -0.0643, 0.33
Si, -0.0993, 0.0811, 0.1102
Si, -0.0386, 0.0997, 0.0061
Si, -0.0122, -0.0262, 0.1231
Si, 0.0936, 0.029, -0.0309
Si, -0.0146, -0.1064, 0.1948
Si, 0.1595, -0.3316, -0.3681
Si, 0.0284, -0.0862, 0.2128
Si, 0.2124, -0.0749, -0.0747
Si, -0.1001, 0.1664, 0.0468
Si, -0.2316, 0.0797, -0.2505
Si, -0.0149, -0.0559, -0.128
Si, 0.0079, -0.0997, 0.1673
Si, -0.1146, 0.0467, -0.1677
Si, -0.0128, -0.0405, -0.0798
Si, 0.0053, -0.238, 0.0257
Si, -0.0065, 0.0288, -0.037
Si, -0.0698, 0.1629, -0.2728
Si, 0.0337, 0.113, 0.0657
Si, 0.0323, -0.1023, -0.0646
Si, 0.3207, -0.3219, 0.024
Si, -0.0507, 0.1256, -0.3025
Si, 0.2854, -0.0255, -0.5412
Si, -0.1342, 0.1101, 0.0278
Si, 0.0499, 0.0339, -0.0257
Si, -0.0722, 0.0947, 0.1647
Si, 0.0473, 0.0489, -0.0963
Si, -0.0624, 0.0092, 0.0756
Si, -0.0327, 0.1661, 0.0021
Si, 0.0621, 0.0211, -0.1047
Si, -0.0246, -0.089, -0.1003
Si, -0.149, -0.0012, -0.4048
Si, -0.0142, 0.0299, 0.1107
Si, 0.1546, -0.222, -0.1018
Si, -0.102, 0.0305, 0.1302
Si, 0.0256, -0.0216, -0.0989
Si, -0.0203, -0.0465, -0.0265
Si, -0.0654, -0.1633, -0.0917
O, 0.0153, -0.0327, 0.0054
O, 0.0122, 0.0131, 0.109
O, -0.045, 0.0326, -0.265
N, 0.0283, 0.0425, -0.0737
O, 0.0799, 0.1799, 0.1714
O, -0.0392, -0.1011, -0.1126
O, 0.0915, -0.1456, 0.1367
O, 0.0673, 0.0128, 0.098
O, -0.1911, -0.1429, 0.2176
O, 0.0094, 0.0426, -0.042
O, 0.0912, -0.0207, 0.0985
O, 0.0702, 0.083, -0.1418
O, -0.0084, -0.0833, 0.3685
N, 0.0631, -0.1144, -0.0135
N, 0.0495, -0.3012, 0.0773
O, -0.0438, 0.0535, 0.1592
O, -0.1926, -0.0968, -0.1751
O, 0.0571, 0.1227, 0.1374
O, 0.0737, -0.1096, 0.5505
O, 0.131, -0.0866, 0.313
O, -0.0483, -0.2073, 0.1886
O, 0.0766, -0.0353, 0.0716
O, 0.0155, 0.0298, 0.0056
O, -0.0427, 0.0563, 0.2125
O, 0.0438, -0.0375, 0.0364
O, 0.1261, -0.0861, 0.5518
O, 0.0625, -0.0106, -0.1047
O, 0.0394, 0.0267, -0.0673
O, -0.0041, 0.0241, 0.0233
O, 0.0504, 0.0055, -0.0815
O, -0.0392, -0.0201, -0.0286
O, -0.0227, 0.2958, 0.3385
O, -0.0276, -0.0131, 0.1042
O, -0.0502, 0.0203, -0.1366
O, -0.3261, 0.1653, 0.2051
O, -0.2031, 0.0223, 0.2272
O, -0.0028, -0.0158, 0.0333
O, -0.0163, 0.007, 0.0348
O, -0.0601, -0.0273, -0.015
O, 0.0556, -0.0552, -0.1165
O, 0.0042, 0.0042, -0.0901
N, 0.3837, -0.0327, -0.2829
O, 0.0531, 0.0312, -0.1386
O, -0.0174, -0.006, 0.0018
O, -0.0621, 0.0303, -0.0894
O, 0.0359, -0.008, -0.0413
O, 0.1342, -0.0559, -0.0777
O, 0.0409, 0.0644, -0.1466
O, 0.0181, -0.0553, 0.0278
N, -0.4961, 0.1957, -0.4702
O, -0.0435, 0.0505, 0.084
O, 0.0718, 0.0165, 0.1054
O, -0.0334, 0.0057, -0.1147
O, -0.0144, -0.0796, -0.1033
O, -0.0188, -0.0028, 0.0457
N, 0.0838, 0.1432, -0.082
O, -0.0399, 0.0469, -0.0954
O, 0.0345, 0.0057, -0.1028
O, -0.0192, -0.0483, 0.0323
O, -0.0366, -0.0045, 0.0277
O, -0.0568, -0.0212, 0.0733
O, 0.0191, -0.0264, -0.2267
O, -0.1168, -0.0311, 0.0134
O, 0.033, 0.0031, -0.0462
O, 0.0035, -0.0119, 0.0869
O, 0.0143, 0.0207, 0.006
O, 0.0572, -0.0947, -0.0476
O, -0.0927, 0.0366, -0.0844
O, 0.0358, -0.047, -0.013
O, -0.0404, 0.0051, 0.4513
O, 0.0159, -0.047, -0.0075
O, -0.1504, -0.0819, 0.5688
O, 0.107, -0.0506, 0.022
O, 0.0093, -0.0061, 0.0726
O, -0.0087, -0.0113, 0.0572
O, -0.0773, 0.0164, -0.0583
O, 0.0195, -0.0424, 0.0429
O, -0.0108, 0.01, 0.01
O, 0.0402, -0.0235, -0.0467
O, 0.0093, 0.1215, 0.0374
O, 0.0229, 0.03, -0.0652
O, 0.0404, 0.0763, -0.087
O, -0.0193, -0.026, -0.0825
O, 0.0933, 0.0979, 0.072
N, 0.4737, -0.2659, 0.0529
O, -0.0032, -0.0185, 0.0212
O, 0.048, -0.0553, 0.0146
O, -0.0157, 0.0144, 0.0075
O, 0.0212, 0.0279, -0.0258
O, -0.1235, 0.1009, -0.0928
O, 0.0134, -0.0484, 0.0046
O, -0.0426, 0.0425, 0.0498
O, 0.0791, 0.059, 0.0271
O, 0.0604, 0.0836, 0.0202
O, 0.0552, 0.0015, 0.0198
O, 0.0529, -0.0518, -0.0107
O, 0.0302, 0.0137, -0.0119
N, 0.0443, 0.0131, -0.0598
O, -0.0221, -0.0111, -0.0271
O, 0.0044, 0.0494, -0.0894
O, -0.074, -0.1017, 0.0164
O, -0.0822, 0.0456, 0.0236
O, 0.2704, 0.1081, 0.236
O, 0.0499, -0.0632, 0.0331
O, 0.0147, 0.0909, 0.0704
O, -0.0477, -0.035, 0.0771
O, -0.04, 0.0303, 0.0312
O, 0.0006, 0.0564, -0.1878

The program warned: the cutoff lies below the one the program advises for these potential files; the exchange-correlation potential is rough where the density is thin.
